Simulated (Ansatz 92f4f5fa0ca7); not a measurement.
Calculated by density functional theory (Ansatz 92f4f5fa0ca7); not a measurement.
Periodic cell of 223 atoms, Si132O90P1, from a study of silicon, its oxide and their interface. The atomic structure is a simulated model.
Doubt: the cutoff is far below the 930 eV that the study's wrapper takes by default for these files, so forces and energies are approximate.
This geometry differs little from another in the collection (a relaxation step or a small displacement).

Settings: functional PBE; potential files Ansatz PAW; basis plane waves; wave-function cutoff 580 eV; density cutoff ratio 5; exchange-correlation grid ratio 1; k mesh 1 x 1 x 1, Gamma-centred; self-consistency stop 5e-08 eV per atom in the density residual; occupations fixed; spin none; net charge +1 e, with a uniform compensating background and no finite-size correction.

Cell vectors (angstrom)
a	10.938	0	0
b	0	10.938	0
c	0	0	32.1988

Atoms: element, x, y, z (angstrom)
Si	10.5814	0.2243	24.8651
Si	5.7324	10.6816	24.7409
Si	2.4751	2.9164	24.637
Si	8.4206	2.4662	24.8254
Si	0.2704	5.1691	24.7552
Si	5.1505	5.7499	24.6875
Si	2.9292	8.0091	24.5961
Si	7.9358	8.4374	24.7291
Si	1.3236	1.3848	26.0359
Si	6.8409	1.3103	26.1219
Si	4.0391	4.1066	25.9872
Si	9.6043	4.0598	26.087
Si	1.3941	6.8287	26.0017
Si	6.7635	6.8546	26.0246
Si	4.0979	9.5355	25.9984
Si	9.4577	9.5708	26.1494
Si	2.7222	-0.006	27.3426
Si	8.1526	-0.0205	27.5611
Si	0.0049	2.7167	27.4927
Si	5.4342	2.7458	27.3632
Si	2.7237	5.4667	27.4298
Si	8.1801	5.4723	27.3516
Si	-0.0122	8.1836	27.3714
Si	5.4351	8.2001	27.4493
Si	4.0738	1.3671	28.7416
Si	9.5697	1.3533	28.851
Si	1.3627	4.1105	28.8178
Si	6.8223	4.1044	28.7391
Si	4.0923	6.8187	28.8063
Si	9.5488	6.8259	28.7471
Si	1.36	9.5677	28.7343
Si	6.7785	9.5458	28.8638
Si	0.0153	-0.0264	30.1663
Si	5.4183	0.0152	30.1645
Si	2.7351	2.7278	30.1563
Si	8.181	2.7498	30.1459
Si	-0.0276	5.4753	30.1454
Si	5.4786	5.4579	30.1539
Si	2.716	8.2122	30.1297
Si	8.1994	8.1776	30.1639
Si	1.3707	1.358	31.5326
Si	6.8141	1.3795	31.5063
Si	4.1136	4.0907	31.5226
Si	9.5538	4.1057	31.518
Si	1.3492	6.8513	31.4919
Si	6.8398	6.8188	31.5421
Si	4.0689	9.572	31.5252
Si	9.5741	9.5484	31.5255
Si	2.7295	-0.0025	0.7183
Si	8.1889	0.0029	0.6563
Si	-0.0128	2.7363	0.6855
Si	5.4762	2.7319	0.7125
Si	2.7337	5.4947	0.6487
Si	8.2093	5.4535	0.7167
Si	0.0068	8.1883	0.7036
Si	5.46	8.2123	0.6874
Si	4.1139	1.3603	2.0794
Si	9.5487	1.3549	2.0405
Si	1.3715	4.1354	2.0132
Si	6.8493	4.0895	2.0897
Si	4.0986	6.8339	2.0514
Si	9.5766	6.8278	2.0735
Si	1.3746	9.5521	2.0757
Si	6.8246	9.6006	2.0443
Si	-0.0364	-0.0261	3.3943
Si	5.4874	0.0145	3.4757
Si	2.7615	2.8087	3.372
Si	8.187	2.677	3.465
Si	0.0413	5.476	3.4413
Si	5.4757	5.474	3.418
Si	2.7646	8.2059	3.4529
Si	8.1975	8.2277	3.3794
Si	1.3935	1.3811	4.6322
Si	6.8144	1.3673	4.9228
Si	4.1474	4.0975	4.8106
Si	9.5846	4.0747	4.7584
Si	1.402	6.8478	4.8304
Si	6.8422	6.8756	4.7381
Si	4.1342	9.5762	4.8389
Si	9.5387	9.5556	4.7891
Si	2.7527	0.1019	6.0833
Si	8.1827	-0.0497	6.2474
P	0.0373	2.6552	6.0188
Si	5.4507	2.7481	6.3154
Si	2.7985	5.4834	6.1769
Si	8.1947	5.467	6.0811
Si	-0.0056	8.2041	6.1566
Si	5.529	8.2239	6.2245
Si	3.8132	1.5853	7.6184
Si	9.809	1.1446	7.4307
Si	1.5943	3.8091	7.2917
Si	6.6387	4.4276	7.5064
Si	4.3979	6.6508	7.5521
Si	9.3659	6.9733	7.4286
Si	1.13	9.9222	7.299
Si	7.1382	9.2483	7.6839
O	8.2944	8.1117	7.8814
O	2.6099	2.6969	7.9295
O	9.5165	1.351	24.2737
O	4.046	6.8655	24.131
O	0.0484	0.1049	7.9135
O	5.5146	5.5282	8.0344
O	6.8442	9.5715	24.2036
O	1.3647	4.0615	24.1728
O	3.8719	7.4436	8.9147
O	0.6205	4.3547	8.4668
O	9.8029	6.2661	8.8573
O	2.0226	9.3674	8.549
O	7.4804	3.9602	8.8422
O	4.2579	0.9618	9.0828
O	6.7302	9.5638	9.2351
O	9.2145	1.9547	8.7149
O	7.7034	3.1543	23.5255
O	10.4895	5.8473	23.4536
O	5.0836	0.4393	23.4092
O	5.8617	5.0928	23.362
O	3.0996	2.2057	23.2781
O	2.2925	8.7223	23.2337
O	8.6171	7.7553	23.3955
O	0.2281	10.3291	23.5991
Si	4.3863	1.5714	22.4678
Si	3.4981	7.9188	14.0441
Si	7.1263	0.9546	14.6614
Si	0.9411	9.3561	22.5231
Si	1.207	4.2772	11.8724
Si	6.2756	8.9611	15.3268
Si	0.7059	1.3408	12.2921
Si	8.6292	4.9483	20.5091
Si	0.3032	5.6933	9.3411
Si	5.1082	3.1181	17.9436
Si	0.8943	3.7399	16.7449
Si	10.4052	2.8421	19.2271
Si	5.2999	1.1974	10.3529
Si	0.8907	0.1747	19.8491
Si	6.6526	9.466	10.8827
Si	9.3442	9.6735	18.3296
Si	9.3931	9.2472	12.5827
Si	6.5697	3.8467	22.5846
Si	2.421	8.0406	9.3883
Si	10.5932	7.3618	17.0772
Si	2.518	6.2849	16.5882
Si	10.1949	4.4877	14.1777
Si	6.1453	9.1826	18.5207
Si	7.9651	2.5919	9.5773
Si	8.9063	2.1248	12.4526
Si	5.3461	6.2408	18.0683
Si	3.9276	0.553	19.4681
Si	4.2977	3.852	12.0548
Si	5.5521	6.6085	12.1524
Si	8.0192	2.4994	17.2197
Si	4.3699	2.4803	14.9635
Si	1.5552	1.2025	15.2589
Si	1.5702	9.3866	12.0575
Si	8.0607	6.8509	13.8771
Si	10.3891	9.8335	15.4953
Si	9.8049	7.0138	22.5509
Si	8.1148	5.4789	17.4074
O	6.0505	7.9691	11.2986
O	6.027	9.2092	16.9013
O	7.7077	1.3451	13.19
O	0.9162	1.7269	13.8572
O	9.4321	6.25	16.8727
O	6.7651	6.206	13.1501
O	5.1365	4.6554	18.6088
O	9.2341	2.1487	18.2735
O	2.3716	0.0917	19.0833
O	9.4185	10.2319	16.7692
O	2.8095	4.432	11.6803
O	5.0711	10.3185	19.1112
O	9.4507	3.2354	13.4761
O	0.4618	1.7633	19.9574
O	3.169	1.3561	15.0606
O	8.1705	5.3747	19.0213
O	3.8995	6.5982	17.3955
O	4.5903	3.2745	16.3828
O	9.0808	5.6629	14.295
O	5.4471	2.7615	22.1431
O	10.6965	4.1473	15.6697
O	0.3405	3.8621	18.2744
O	10.4328	10.5077	19.2225
O	9.6495	10.0284	14.0333
O	10.9049	8.1219	22.0955
O	1.1998	2.1566	16.5226
O	9.7354	3.747	20.4147
O	8.1468	4.0266	16.6788
O	-0.0425	9.0924	11.9121
O	6.5921	2.4139	18.0081
O	5.5919	10.732	11.1916
O	7.7558	9.5903	18.8478
O	10.0548	1.0108	12.0437
O	1.3868	6.8493	9.0153
O	0.6387	4.7596	13.324
O	5.7162	7.6187	18.9818
O	5.2535	5.0972	11.5171
O	2.719	6.9732	15.1216
O	0.958	2.7113	11.4532
O	0.8728	10.6771	15.5475
O	2.3739	8.5183	10.9268
O	4.7397	2.4521	11.2661
O	4.2469	3.517	13.6766
O	2.2141	4.6748	16.4947
O	10.7083	8.2449	15.6965
O	6.9248	10.2884	14.6633
O	2.3519	8.9432	13.4323
O	8.034	1.5186	15.9058
O	4.1304	6.9921	12.8576
O	4.1828	2.0053	18.7226
O	7.294	4.416	21.2618
O	8.4369	2.8988	11.092
O	1.1821	6.8567	17.3597
O	5.6678	1.5909	14.717
O	8.14	9.7653	11.5869
O	9.2056	6.2831	21.2375
O	8.9505	7.7184	12.8511
O	1.6711	0.0887	11.8631
O	6.6489	6.1406	17.06
O	7.4142	7.803	15.05
O	1.2149	10.3015	21.2347
O	10.0334	8.1935	18.3546
O	3.9516	0.85	21.0827
O	0.3567	5.2638	10.8831
O	6.7136	1.5636	9.6037
O	4.7899	8.6915	14.6869

Results
free energy: -135861.619 eV
free energy less fixed offsets of O -568.88, P -755.39, Si -635.61 eV per atom: -6.509 eV

Forces (eV/angstrom), in the order of the atoms: element, x, y, z
Si	0.0008	0	-0.0036
Si	-0.0015	0.0013	-0.0035
Si	-0.0001	-0.002	-0.0044
Si	0.0003	0.001	-0.0022
Si	-0.0024	0.0004	-0.0033
Si	0.0033	-0.0018	-0.0053
Si	-0.0011	0.0026	-0.0053
Si	0.0009	-0.0016	-0.0045
Si	-0.0004	0.0009	0.0015
Si	0.0013	-0.001	0.0006
Si	0.0006	-0.0005	-0.0005
Si	0.0013	-0.001	0.0009
Si	-0.0008	0.0004	-0.0006
Si	0.0001	-0.0004	0.0004
Si	-0.0004	0.0002	0.0002
Si	-0.0009	0.0009	0.0012
Si	-0.0002	0	0.0001
Si	0.0002	0.0008	-0.004
Si	-0.0015	-0.0011	-0.0048
Si	0.0003	-0.0005	0.0009
Si	-0.0008	-0.0002	-0.0005
Si	0.0002	-0.0006	0.0003
Si	0.0003	-0.0006	0.0009
Si	0.0011	0.0012	-0.0026
Si	-0.0006	-0.0001	-0.0001
Si	-0.0001	0.0002	0.0009
Si	0.0007	0.0002	0.0018
Si	0	0.0005	-0.0002
Si	-0.0004	-0.0012	0.003
Si	-0.0009	0.0004	-0.0006
Si	0	-0.0003	-0.0003
Si	0.0002	-0.0018	0.0012
Si	0.0007	-0.0008	0.0004
Si	-0.0005	0.0018	0.0002
Si	0.0009	-0.0009	0.0002
Si	-0.0007	0.0005	-0.0005
Si	-0.0007	0.001	-0.0004
Si	0.0005	-0.0008	0.0004
Si	-0.0012	0.0008	-0.0003
Si	0.0006	-0.0006	0.0006
Si	-0.0003	0.0002	-0.0001
Si	0.0003	-0.0004	0.0006
Si	-0.0003	0.0018	-0.0003
Si	0.0002	-0.0016	0
Si	0.0016	-0.0002	0.0001
Si	-0.0004	0.0003	0
Si	-0.0001	-0.0012	0.0009
Si	-0.0013	-0.0002	-0.0003
Si	-0.0002	0.0007	-0.0009
Si	0	-0.0002	-0.0013
Si	0.0006	-0.0003	-0.0015
Si	-0.001	-0.0015	-0.0014
Si	0.0006	-0.0011	-0.0014
Si	-0.0014	0.0024	-0.0017
Si	-0.0005	0.0011	-0.0015
Si	0.0015	-0.0012	-0.0005
Si	0.0016	0.0011	0.0004
Si	-0.0015	-0.001	-0.001
Si	0.0002	0.0026	-0.0002
Si	0.001	-0.0021	0.0004
Si	-0.0003	0.001	-0.0008
Si	-0.001	-0.0005	0.0015
Si	0.0012	-0.0027	-0.0015
Si	-0.0023	0.0005	0.001
Si	-0.0017	0.001	-0.011
Si	-0.0026	-0.0021	-0.0009
Si	0.0023	-0.0016	-0.0096
Si	-0.0015	-0.0012	0.0011
Si	0.0006	-0.0017	0.0022
Si	0.0029	0.0053	-0.0052
Si	0.002	0.0025	0.0017
Si	0.0019	0.0003	-0.0042
Si	0.0057	0.0043	0.0257
Si	0.0017	0.0004	-0.0021
Si	-0.0011	-0.0053	0.0144
Si	0.0158	-0.0117	0.0117
Si	-0.0005	-0.0025	-0.0013
Si	-0.0018	0.0009	0.0147
Si	0.003	-0.006	-0.0009
Si	-0.0061	-0.0057	0.0108
Si	-0.0027	0.0066	-0.0081
Si	0.0058	0.0009	0.0027
P	-0.0203	0.0098	-0.0168
Si	-0.0007	0.0085	-0.0029
Si	0.0018	-0.0018	0.004
Si	-0.0063	0.0014	-0.0007
Si	-0.0017	0.0006	0.0002
Si	0.0044	-0.0031	0.0029
Si	0.0003	-0.0031	0.0087
Si	-0.0113	0.013	0.0184
Si	-0.0018	-0.0004	0.002
Si	-0.0016	0.0021	-0.0061
Si	0.0035	-0.0003	-0.0098
Si	0.0077	-0.0071	-0.0115
Si	0.0065	-0.0067	0.0276
Si	-0.014	0.0077	-0.0182
O	0.0017	-0.0055	0.0137
O	0.0016	-0.0031	0.0008
O	-0.0009	-0.0004	0.0009
O	-0.0012	0	0.004
O	0.0138	-0.0088	-0.0169
O	-0.001	0.0026	0.0063
O	-0.0003	0.0005	0.0022
O	0.0006	0.0013	0.0022
O	-0.0067	0.0036	0.0002
O	0.0053	-0.0023	-0.0062
O	0.0005	-0.0004	-0.0015
O	-0.0098	0	-0.0102
O	0.0007	0.0001	-0.0009
O	-0.0023	0.0018	-0.0075
O	-0.0031	0.0034	0.0033
O	0.0084	-0.0087	-0.0153
O	0.0009	-0.0008	0.0032
O	0.0013	-0.0017	0.0035
O	0.0015	-0.002	0.0037
O	-0.0023	0.0023	0.004
O	-0.0014	0.0014	0.0038
O	0.0018	-0.0019	0.0039
O	-0.0018	0.0016	0.0039
O	-0.0012	0.0014	0.0041
Si	-0.0001	-0.0001	-0.0053
Si	0.0003	-0.0003	0.0038
Si	-0.0003	0.0002	0.0035
Si	-0.0005	0.0007	-0.0051
Si	0.0013	-0.0015	0.0055
Si	0.0004	0	0.0023
Si	-0.0005	-0.0009	0.0036
Si	0.0007	-0.0006	-0.0037
Si	-0.0001	-0.0002	0.0082
Si	0.0004	0.0003	-0.0007
Si	0.0004	0.0001	0.0008
Si	0	-0.0001	-0.0023
Si	0.0011	0.0013	0.0055
Si	-0.0008	0.0007	-0.0033
Si	0.0007	0.0001	0.0048
Si	-0.0003	-0.0002	-0.001
Si	0.0009	-0.0001	0.0046
Si	0.0002	-0.0006	-0.0046
Si	0.003	0.0082	0.0036
Si	0.0001	-0.0001	0.0005
Si	0	-0.0003	0.0015
Si	-0.0005	-0.0003	0.0037
Si	0.0004	-0.0004	-0.0009
Si	-0.0004	-0.0014	0.0062
Si	0.0011	-0.0004	0.0046
Si	-0.0001	0.0002	-0.0007
Si	0.0005	0	-0.0034
Si	0.0006	0.0007	0.0045
Si	-0.0002	-0.0014	0.0047
Si	0	0.0002	0.0003
Si	0.0003	-0.0003	0.0032
Si	0.0001	0	0.0025
Si	-0.0014	0.002	0.0048
Si	0.0005	0	0.0039
Si	0.0002	0.0001	0.0023
Si	-0.0001	0	-0.0047
Si	-0.0001	0.0001	-0.0007
O	0.0004	0.0007	-0.0021
O	-0.0001	0.0002	-0.0006
O	-0.0002	-0.0001	-0.0021
O	0	0.0002	-0.0021
O	0	0.0001	-0.0002
O	-0.0005	0.0003	-0.0021
O	0	-0.0001	0.0006
O	0.0003	0.0001	0.0005
O	0.0001	0	0.001
O	0.0001	0.0001	-0.0005
O	-0.0013	0.0004	-0.0023
O	-0.0005	0.0005	0.0008
O	0.0003	0.0004	-0.0021
O	0.0003	-0.0003	0.0012
O	0.0001	0	-0.0012
O	0	0	0.0015
O	-0.0001	0.0001	-0.0002
O	-0.0001	-0.0001	-0.0007
O	0	0.0003	-0.0017
O	0	0.0002	0.0015
O	-0.0002	0.0001	-0.0017
O	-0.0001	0.0001	0.0005
O	0.0007	0.0002	0.001
O	-0.0001	0	-0.0019
O	0	-0.0001	0.0015
O	0.0001	-0.0001	-0.0006
O	-0.0004	0.0006	0.0015
O	0	0.0001	-0.0001
O	0.0004	-0.0002	-0.0018
O	-0.0001	0	0.0002
O	-0.0005	0.0014	-0.0017
O	0	0.0001	0.0005
O	0	0.0006	-0.0017
O	-0.0009	0.0004	-0.0028
O	0.0005	0.0002	-0.0026
O	0.0001	0.0002	0.0006
O	-0.0002	0.0001	-0.0013
O	0.0002	0.0006	-0.0018
O	0.0003	0.0009	-0.002
O	0	0.0001	-0.0011
O	0.0008	-0.0021	-0.0101
O	0.0004	-0.0018	-0.003
O	0	0.0003	-0.0025
O	-0.0002	0	-0.0005
O	0	0.0002	-0.001
O	0.0001	0.0002	-0.0014
O	-0.0001	0.0001	-0.0022
O	-0.0001	-0.0001	-0.0013
O	0.0004	0	-0.0019
O	-0.0002	-0.0004	0.001
O	-0.0009	-0.0004	0.0026
O	-0.0007	-0.0001	-0.0038
O	0	0.0002	-0.0002
O	0.0005	0.0001	-0.0017
O	-0.0013	0	-0.0021
O	0.0004	0.0009	0.0025
O	0.0003	0.0004	-0.0021
O	0.0004	-0.0001	-0.0015
O	0.0002	0	-0.0001
O	0.0001	-0.0001	-0.0015
O	-0.0001	-0.0014	0.0033
O	0.0001	0.0001	0.0004
O	0.0003	0.0006	0.0034
O	-0.0005	0.0014	-0.0043
O	0	0.0003	-0.0017
O	-0.0003	0	-0.0016

The program warned: the cutoff lies below the one the program advises for these potential files; the exchange-correlation potential is rough where the density is thin.
